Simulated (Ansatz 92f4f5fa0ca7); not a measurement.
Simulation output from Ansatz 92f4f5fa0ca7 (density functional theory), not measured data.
Periodic cell of 186 atoms, Si104O82, from a study of silicon, its oxide and their interface. The atomic structure is a simulated model.

Settings: functional r2SCAN; potential files Ansatz norm-conserving; basis plane waves; wave-function cutoff 1300 eV; density cutoff ratio 4; exchange-correlation grid ratio 1; k mesh 2 x 2 x 1, shifted by 0.5 0.5 0.5 of a step; self-consistency stop 5e-08 eV per atom in the density residual; occupations Fermi-Dirac, 0.05 eV; spin none; net charge 0.

Cell vectors (angstrom)
a, 11.5129, 0.0853, -0.059
b, 0.2108, 11.5738, -0.0118
c, -1.4554, 0.8537, 24.8246

Atoms and the computed forces on them: element, x, y, z (angstrom), force x, y, z (eV/angstrom)
Si, 2.7396, 8.445, -0.11, 1.0979, -3.1743, -0.3246
Si, 2.9702, 1.8549, -0.0027, 0.4062, 2.1705, -0.1935
Si, 2.8131, 5.0293, 0.1901, 1.798, 4.6751, 0.3519
Si, 6.7008, -1.6499, -0.0851, -0.1135, -1.7791, 0.462
Si, 6.7777, 1.2961, 0.5378, -1.0316, 3.1541, -1.6829
Si, 6.8452, 4.4604, 0.1129, -0.9779, -1.6784, -1.7438
Si, 10.5792, -1.7371, 0.0504, -1.0526, 1.0502, -0.9659
Si, 10.5357, 1.3675, 0.4874, 0.5243, 2.2506, -0.2806
Si, 10.3732, 4.438, 0.0346, -0.0153, 3.0527, -1.3635
Si, 4.6271, -2.5293, 1.0347, 0.3179, 0.4484, 0.2563
Si, 4.7143, 1.5595, 1.5672, 0.064, -1.9385, -0.9101
Si, 4.9488, 5.2463, 1.3817, -0.8238, -2.1239, -1.0681
Si, 8.62, -2.4156, 1.2612, -0.5094, -0.2986, -0.8661
Si, 8.6571, 1.4619, 1.7508, 0.3565, -1.2474, 0.7085
Si, 8.6297, 5.0969, 1.4633, 0.403, -0.5074, -0.0393
Si, 12.3561, -2.4656, 1.3057, 0.321, 0.3572, 1.3877
Si, 12.6827, 1.3861, 1.3954, -0.6343, 0.7537, -0.2722
Si, 12.4118, 5.2113, 1.2572, -1.4545, -0.4333, 0.7987
Si, 4.5879, -0.6008, 2.5943, 0.6639, -0.163, 0.1639
Si, 4.8675, 3.3066, 2.864, -1.9332, 2.1985, 0.6726
Si, 4.975, 7.1064, 2.6322, -0.158, 1.5236, -0.5634
Si, 8.629, -0.7194, 2.7499, 0.6595, 1.5817, 1.1856
Si, 8.5936, 3.3629, 2.9799, 0.9161, 0.5673, 1.2218
Si, 8.6454, 7.1259, 2.7356, 1.9765, 0.2812, -1.9264
Si, 12.5792, -0.4826, 2.7106, -0.7126, -1.274, -0.3336
Si, 12.5585, 3.3017, 2.7555, -1.2852, 0.8308, -0.2694
Si, 12.4625, 7.1665, 2.6611, 0.3211, 0.0052, -0.0919
Si, 2.8468, -0.6084, 4.1257, 0.6595, -0.1885, 0.0989
Si, 2.7638, 3.3129, 4.2481, 2.0468, 0.8283, -0.7744
Si, 3.0786, 7.2018, 4.0115, -1.1881, -1.4297, 0.0544
Si, 6.6728, -0.5667, 4.0041, -0.5963, -0.3102, 0.3345
Si, 6.6326, 3.3931, 4.1898, 1.4574, -0.0957, 1.882
Si, 6.8324, 7.172, 3.9579, -1.0291, -0.1815, 2.1181
Si, 10.6345, -0.5031, 4.1209, -0.4423, -0.0473, -0.8285
Si, 10.713, 3.439, 4.3731, -0.7801, 1.3713, -2.6293
Si, 10.616, 7.2328, 4.0972, 0.074, -0.5595, 0.0072
Si, 2.8167, -2.5345, 5.3877, 0.5604, 0.2432, 1.2247
Si, 2.8975, 1.3503, 5.3247, 0.6183, -0.2195, 1.7936
Si, 2.8979, 5.2085, 5.6005, -0.5421, 0.7008, 0.3282
Si, 6.7299, -2.5556, 5.3956, -0.692, 0.6349, -0.2384
Si, 6.8098, 1.3698, 5.4419, -1.3873, -0.0358, -1.0135
Si, 6.7892, 5.3731, 5.6156, -0.0069, -0.4624, 0.2631
Si, 10.4815, -2.4519, 5.4522, 0.6916, 0.4276, 0.5162
Si, 10.6615, 1.5077, 5.337, -0.229, -2.3843, 1.8313
Si, 10.6835, 5.4007, 5.6404, 0.6679, 0.1952, 0.1266
Si, 4.8239, -2.5826, 6.8296, -0.1, 2.0251, -2.3003
Si, 4.8648, 1.3815, 6.804, 0.1358, -0.4191, -1.4371
Si, 4.7298, 5.2479, 7.0447, 0.5324, 0.8205, -1.5178
Si, 8.5787, -2.5044, 6.8151, -0.0984, 0.0522, 0.1668
Si, 8.6875, 1.256, 6.6659, 0.9051, 0.9682, 0.5536
Si, 8.9093, 5.3272, 7.0649, -1.2971, -0.6492, -0.3895
Si, 12.4742, -2.4336, 6.8129, 0.1485, -1.9027, -1.2621
Si, 12.5754, 1.5308, 6.7264, -0.3926, -0.3284, 0.3475
Si, 12.5098, 5.3105, 7.244, 0.6673, 1.0563, -0.7691
Si, 4.9627, -0.5774, 8.0838, -0.7078, -0.1605, 0.3799
Si, 4.9697, 3.2747, 8.1047, -0.0606, -0.5935, 1.2059
Si, 4.8113, 7.3052, 8.1408, -1.6295, -1.4832, 1.8443
Si, 8.5594, -0.5569, 8.1416, 0.0964, -0.1801, -0.1792
Si, 8.8214, 3.1655, 8.1234, 0.1279, -0.2405, -0.0998
Si, 8.8492, 7.2879, 8.3636, -0.5919, 0.1886, 0.4601
Si, 12.595, -0.5517, 7.9014, -1.3537, 2.3462, 1.0763
Si, 12.4549, 3.286, 8.4451, 1.6962, -1.06, -0.1351
Si, 12.7912, 7.5016, 8.547, 0.0644, -0.4341, -0.0411
Si, 2.9442, -0.4464, 9.2604, 0.922, -0.8669, 0.4973
Si, 3.1874, 2.6165, 9.4812, -0.8659, 1.9962, 1.5031
Si, 3.2058, 8.2056, 10.1115, 0.58, -6.1675, 0.7331
Si, 6.7285, -0.2056, 9.5888, -0.0934, 1.8122, 0.5498
Si, 6.9017, 2.939, 9.4216, 0.8576, 4.2721, 0.3093
Si, 6.625, 7.3312, 9.3723, 1.2524, 0.3696, 2.0544
Si, 10.5487, -0.6387, 9.2882, 0.948, 9.2313, -4.5342
Si, 10.602, 2.4325, 9.5813, -1.93, 6.8357, 1.1775
Si, 10.7851, 7.9551, 9.6148, 0.5181, -0.2096, 3.4401
Si, 10.2446, 6.371, 12.2716, -4.5423, -0.43, 2.7978
Si, 2.8144, 5.1152, 14.5908, -0.6259, -2.1439, 6.7324
Si, 2.7153, 3.5472, 12.3241, -3.6229, -0.7574, -2.5075
Si, 6.6034, 6.2322, 14.303, -1.8191, 1.0931, -3.4076
Si, 7.3097, 5.317, 11.5221, 4.8639, -3.234, -8.8243
Si, 2.8727, 8.1165, 15.7068, -2.0183, -5.0789, 2.2271
Si, 13.1381, 4.8443, 17.0763, 3.1784, -2.8131, -0.2022
Si, 6.7027, 9.5182, 11.6944, -4.1511, -4.3666, -0.7608
Si, 8.6052, 11.3472, 14.8385, 7.0805, -3.13, -0.8137
Si, 10.419, 1.77, 21.1827, 2.8986, 0.433, -3.4784
Si, 8.5221, 8.4834, 13.6963, 1.5954, -7.0684, -0.8967
Si, 6.9755, 5.7331, 22.6521, 6.9454, -0.2494, -5.4626
Si, 11.3072, 1.2601, 14.5198, -0.7182, 0.1381, 1.1275
Si, 12.8652, 1.9411, 16.9279, 1.051, 4.7483, 0.0914
Si, 11.1926, 3.6381, 12.2917, -1.4966, -5.7272, 0.0832
Si, 6.2116, 2.7916, 18.5348, -0.3592, -0.8463, 1.2182
Si, 2.7455, 1.1331, 14.3901, 1.5698, 2.5976, 1.4267
Si, 10.712, -1.2782, 22.4948, 1.5314, 1.2444, -3.3746
Si, 12.5112, 7.6235, 17.8295, -0.5498, -2.2328, 0.5527
Si, 4.2469, 8.1888, 13.1678, -0.1342, -2.6422, 0.2203
Si, 12.3491, 12.0536, 19.4558, 1.3588, -1.0544, -2.683
Si, 5.5376, 3.9838, 15.7671, -0.2252, -6.1275, 1.1372
Si, 5.769, 10.1649, 21.6009, -3.6121, 1.439, 0.1492
Si, 10.7918, 9.4564, 19.5987, 3.1759, -2.0615, -1.3259
Si, 6.0147, 12.3564, 14.8846, -6.6542, 4.5141, 2.9166
Si, 7.6791, 9.7096, 19.5058, 1.9491, 0.9979, 0.5242
Si, 4.7758, 1.5314, 20.9141, 0.692, 5.1938, -3.2736
Si, 5.8947, 7.5865, 20.2547, 3.4177, -3.7777, -1.969
Si, 1.9619, 13.3393, 21.8752, 4.4492, -2.3123, -0.6289
Si, 7.5194, 3.0205, 21.1769, -3.2691, -0.1293, -1.8181
Si, 3.567, 6.8335, 18.1697, 3.9672, -1.6872, 2.0337
Si, 7.3288, 11.7905, 17.3387, 0.0667, 1.9027, 0.7661
O, 7.2351, 10.3211, 21.0762, 2.5647, -0.9276, -2.6373
O, 4.7448, 0.0367, 21.0781, 0.5046, -7.3365, 1.3639
O, 7.5358, 13.2659, 18.0085, -0.3856, -0.926, -0.4645
O, 2.0789, -2.3505, -1.4392, -1.1515, 0.8143, -1.2179
O, 2.0187, 13.3087, 23.5536, -0.1645, -0.2085, -1.1626
O, 11.9575, 2.5893, 21.4991, -5.0048, 1.9628, -0.0475
O, 6.6802, -0.0545, -0.3585, 0.1035, 0.0637, -0.1308
O, 6.9043, -2.2994, -1.5554, 0.0147, -0.6219, -2.3241
O, 13.0658, 0.5194, 20.7988, 0.4847, 0.4361, 1.0573
O, 6.7359, 2.7713, -0.4572, 0.3107, 0.5491, 2.3645
O, 3.356, 2.1609, 21.4798, -0.8187, 0.0936, 0.4893
O, 10.8631, -2.408, -1.456, -0.3898, 0.1147, 0.7635
O, 8.9928, 2.4439, 21.2186, 1.2396, -0.4261, 0.3869
O, 10.3995, -0.0165, -0.3148, 0.2431, -2.926, -0.3741
O, 10.516, 2.8899, -0.3552, 0.1342, -2.0378, 0.3383
O, 9.8922, 5.3792, -1.3891, -1.3306, -1.7421, 1.2898
O, 7.1208, 5.0577, -1.4658, -4.1662, 0.2489, 4.2492
O, 10.6216, 1.0022, 10.0324, 0.2069, -7.6753, 0.5206
O, 3.4724, 7.7273, 11.7709, -0.3869, 0.0554, -0.7801
O, 3.0838, 1.0552, 9.9641, -0.2408, -1.0894, 0.0716
O, 2.9484, -1.8718, 10.2703, -0.2312, 6.697, -0.5424
O, 7.1375, 8.2303, 19.3439, -0.1133, 0.0186, 0.3866
O, 12.1494, 5.9492, 17.4073, -1.8055, 6.324, 1.7459
O, 4.4508, 11.9746, 14.3306, 0.5696, -0.1175, 0.1211
O, 6.7746, 1.4704, 9.7948, -0.5026, -5.7263, 0.7116
O, 9.9648, 0.3236, 14.2846, -1.9541, -0.392, 1.2715
O, 6.3926, 6.2672, 10.6364, 0.0891, 0.9579, -1.5352
O, 10.9765, 5.0504, 12.8428, -0.4633, 3.5958, 1.3405
O, 6.6757, -0.6189, 11.2308, 0.4055, 3.4659, -1.6929
O, 10.978, 7.2296, 11.2753, 2.5922, 3.3679, -6.4618
O, 11.0173, 2.5272, 13.6104, 0.3762, 2.2204, -1.9311
O, 10.0983, 3.2344, 11.0997, 2.0974, -0.358, -1.1486
O, 5.1035, 6.8551, 13.837, -0.0186, 1.4718, -0.2334
O, 8.0207, 8.8691, 12.2935, -2.3011, 0.854, -2.9022
O, 6.8288, 5.2389, 12.8729, -2.5731, 1.202, 11.322
O, 4.002, 7.7318, 16.8762, -0.5897, 0.8036, -1.3095
O, 6.4084, 8.8008, 10.1416, 0.6545, 0.369, 1.6496
O, 8.9183, 5.7638, 11.4517, -1.1502, 0.3068, 0.4792
O, 10.6179, -1.9008, 10.0084, 0.0298, -8.7052, 4.4385
O, 2.6428, 1.7774, 16.0008, 0.0489, -1.3748, -2.6117
O, 1.4232, 8.3757, 16.5608, 1.502, 0.3608, -1.4862
O, 8.6116, 11.4441, 16.4281, 0.1696, 0.2597, -0.3687
O, 8.8866, 9.6365, 14.4936, 0.5412, 9.6279, 4.8255
O, 3.4744, 3.4747, 10.9376, 0.8328, -0.2568, -1.8683
O, 11.5244, 1.7027, 16.1519, -2.0822, -1.224, -3.7285
O, 3.1267, 2.379, 13.2659, -0.6883, -2.493, 2.3781
O, 5.2458, 9.2938, 12.6706, 4.5144, 1.925, -1.7317
O, 2.5202, 6.6086, 14.9242, 0.6648, 3.1973, 1.3703
O, 4.1185, 4.2873, 15.2705, -3.7539, 2.1239, -2.4309
O, 3.3486, 8.8487, 14.4288, 1.2561, 1.6692, -2.3638
O, 12.9767, 1.0029, 18.1138, -0.1755, -3.7214, 4.6085
O, 3.1838, 5.303, 17.6843, -1.2751, 0.9915, -0.0001
O, 6.0339, 11.7791, 16.412, -0.5821, -0.1127, -1.5225
O, 7.1508, 3.6858, 10.869, -0.2169, 2.724, -0.0525
O, 6.3982, 5.2295, 15.501, 2.8948, 2.1903, -0.4482
O, 1.5655, 4.3668, 15.5712, 2.1614, 1.1115, -2.4745
O, 12.7658, 0.566, 14.0209, 0.7292, 0.3861, 0.3619
O, 2.8697, 3.6368, -0.5278, 0.1618, -4.5191, -0.8137
O, 9.3485, 9.8677, 19.2086, -4.097, -0.0805, 0.7818
O, 6.7705, 6.5905, 21.2191, -0.4103, -0.0557, 1.5497
O, 2.3478, 7.6071, 18.8584, -0.9091, -0.5791, -0.2517
O, 10.502, 0.3873, 21.8938, 0.1899, -4.4066, 2.9796
O, 6.2745, 1.9632, 21.5335, -0.1365, 0.5206, -0.1279
O, 2.8403, 6.7114, -0.6198, -0.2823, 0.2968, 1.7235
O, 5.625, 3.6624, 17.3372, 0.5643, 0.5812, 0.1109
O, 7.6264, 7.4813, 14.5612, -2.618, -2.2763, 0.3205
O, 7.295, 11.9085, 14.1726, 1.956, -1.2421, -2.8211
O, 2.5975, 4.9445, 13.0909, 0.5381, -0.5737, -3.2304
O, 4.9732, 6.7471, 19.2822, -3.5132, -0.4634, -2.6371
O, 11.1194, 9.2454, 21.1543, -1.2708, 1.3682, 3.096
O, 1.108, 3.3214, 11.7102, 2.5141, 0.1687, 0.7782
O, 4.8788, 2.0237, 19.1546, 0.8245, -0.375, 3.3679
O, 12.761, 3.4519, 17.752, 0.3663, -1.8771, -0.5608
O, 9.7766, 7.5494, 13.3849, 1.7191, -2.6196, -0.827
O, 11.0107, 12.8953, 19.5778, -1.5048, 1.7384, 1.6773
O, 7.0919, 3.5807, 19.6863, -0.2069, -0.3825, -0.1697
O, 5.121, 8.7888, 20.8015, -1.2019, 4.9818, 3.7123
O, 7.0667, 10.6199, 18.3417, -0.2255, -0.7799, 1.6885
O, 7.4972, 4.204, 22.1816, -1.1426, 2.8436, 1.8449
O, 6.0902, 14.0314, 15.0448, 0.3705, 0.1773, -0.1307
O, 11.8642, 10.5269, 19.1314, 1.0876, 1.5196, -0.3743
O, 11.3026, 8.0958, 18.7267, -1.5237, 1.3858, 0.7638

Results
free energy: -50275.861 eV
free energy less fixed offsets of O -463.61, Si -117.95 eV per atom: 6.959 eV
pressure: -0.92 GPa
stress xx, yy, zz, yz, xz, xy (GPa, positive in tension): 0.95, 0.59, 1.23, 1.2, 1.16, 0.86
